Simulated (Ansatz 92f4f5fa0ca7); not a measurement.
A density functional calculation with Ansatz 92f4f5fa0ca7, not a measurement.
Periodic cell of 212 atoms, Si132O80, from a study of silicon, its oxide and their interface. The atomic structure is a simulated model.
Doubt: the cutoff is far below the 930 eV that the study's wrapper takes by default for these files, so forces and energies are approximate.
This geometry differs little from another in the collection (a relaxation step or a small displacement).

Settings: functional PBE; potential files Ansatz PAW; basis plane waves; wave-function cutoff 580 eV; density cutoff ratio 5; exchange-correlation grid ratio 1; k mesh 1 x 1 x 1, Gamma-centred; self-consistency stop 5e-08 eV per atom in the density residual; occupations fixed; spin none; net charge 0.

Cell vectors (angstrom)
a	10.938	0	0
b	0	10.938	0
c	0	0	31.0972

Atoms: element, x, y, z (angstrom)
Si	10.5442	0.4796	23.5423
Si	5.121	0.3506	23.6787
Si	3.4053	2.1159	23.618
Si	8.7921	2.2074	23.7943
Si	10.5705	5.8068	23.635
Si	4.9757	5.8024	23.7743
Si	3.3222	7.6265	23.7225
Si	8.9239	7.6007	23.6223
Si	1.4512	1.3205	24.8267
Si	6.9	1.3011	24.9423
Si	4.1028	3.9856	24.9979
Si	9.6804	4.0578	25.0012
Si	1.4235	6.7707	24.893
Si	6.9319	6.7841	24.8225
Si	4.1692	9.5074	24.9508
Si	9.6803	9.5427	24.8219
Si	2.728	-0.0709	26.277
Si	8.2357	-0.1051	26.2808
Si	0.1337	2.7025	26.3033
Si	5.5579	2.7072	26.3272
Si	2.7171	5.3861	26.3153
Si	8.2094	5.407	26.2861
Si	0.0875	8.2098	26.2696
Si	5.5859	8.1767	26.2768
Si	4.1018	1.3673	27.6789
Si	9.5708	1.3673	27.6789
Si	1.3673	4.1018	27.6789
Si	6.8362	4.1018	27.6789
Si	4.1018	6.8362	27.6789
Si	9.5708	6.8362	27.6789
Si	1.3673	9.5708	27.6789
Si	6.8362	9.5708	27.6789
Si	0	0	29.0462
Si	5.469	0	29.0462
Si	2.7345	2.7345	29.0462
Si	8.2035	2.7345	29.0462
Si	0	5.469	29.0462
Si	5.469	5.469	29.0462
Si	2.7345	8.2035	29.0462
Si	8.2035	8.2035	29.0462
Si	1.3673	1.3673	30.4134
Si	6.8362	1.3673	30.4134
Si	4.1018	4.1018	30.4134
Si	9.5708	4.1018	30.4134
Si	1.3673	6.8362	30.4134
Si	6.8362	6.8362	30.4134
Si	4.1018	9.5708	30.4134
Si	9.5708	9.5708	30.4134
Si	2.7345	0	0.6835
Si	8.2035	0	0.6835
Si	0	2.7345	0.6835
Si	5.469	2.7345	0.6835
Si	2.7345	5.469	0.6835
Si	8.2035	5.469	0.6835
Si	0	8.2035	0.6835
Si	5.469	8.2035	0.6835
Si	4.1018	1.3673	2.0507
Si	9.5708	1.3673	2.0507
Si	1.3673	4.1018	2.0507
Si	6.8362	4.1018	2.0507
Si	4.1018	6.8362	2.0507
Si	9.5708	6.8362	2.0507
Si	1.3673	9.5708	2.0507
Si	6.8362	9.5708	2.0507
Si	0	0	3.418
Si	5.469	0	3.418
Si	2.7345	2.7345	3.418
Si	8.2035	2.7345	3.418
Si	0	5.469	3.418
Si	5.469	5.469	3.418
Si	2.7345	8.2035	3.418
Si	8.2035	8.2035	3.418
Si	1.2981	1.4142	4.71
Si	6.758	1.454	4.9007
Si	4.1277	4.1107	4.7493
Si	9.4575	4.1712	4.8771
Si	1.3156	6.9021	4.8464
Si	6.7955	6.8562	4.7338
Si	4.0367	9.633	4.8509
Si	9.5462	9.5886	4.7337
Si	2.5758	0.1126	6.1781
Si	8.1904	0.0028	6.1149
Si	-0.0813	2.7301	6.1255
Si	5.3643	2.8908	6.3849
Si	2.7806	5.5083	6.0621
Si	8.0183	5.5707	6.2903
Si	-0.1146	8.285	6.2395
Si	5.4489	8.2058	6.1151
Si	3.3136	2.0454	7.36
Si	9.9754	0.8985	7.3856
Si	1.6664	3.8187	7.2245
Si	6.1938	4.8008	7.6943
Si	4.4826	6.4869	7.4371
Si	8.9038	7.46	7.4376
Si	0.7294	10.176	7.4313
Si	7.2124	9.176	7.3427
O	3.3023	1.5166	8.9431
O	9.1753	7.0034	9.0167
O	9.534	1.1868	8.9771
O	6.5992	4.695	9.3771
O	6.526	9.7294	8.7646
O	1.0166	9.9467	9.0684
O	3.8989	7.2489	8.8254
O	0.9709	4.7068	8.4797
O	2.9087	8.1651	22.204
O	0.142	5.247	22.1171
O	5.7768	10.6985	22.2342
O	8.239	3.0108	22.4537
O	5.1679	4.9506	22.3358
O	11.0666	0.1309	21.9691
O	3.1431	2.6562	22.0528
O	8.7666	8.1142	22.0092
Si	1.1608	5.4548	18.0802
Si	3.3938	4.3296	14.2657
Si	6.6638	3.4562	10.4547
Si	6.7602	4.248	16.3769
Si	1.1018	4.9471	10.0761
Si	9.8937	6.6135	15.2913
Si	0.8355	10.9	20.5078
Si	6.335	10.2899	10.267
Si	2.9243	8.6631	20.6625
Si	7.7393	7.4706	20.9251
Si	7.3292	0.8142	19.1218
Si	2.6043	2.5263	20.5253
Si	0.1441	0.6597	12.5297
Si	8.2407	3.1267	20.8462
Si	0.0551	1.0405	15.503
Si	9.8216	10.6644	18.0243
Si	3.2554	1.3759	15.6529
Si	3.3044	7.1781	10.3371
Si	5.3614	8.2214	12.3236
Si	11.0409	4.606	20.6241
Si	8.6066	7.7985	17.9449
Si	4.308	1.5355	10.2038
Si	1.8776	6.9169	15.5643
Si	3.8712	6.235	18.8814
Si	4.7783	2.4877	18.1508
Si	1.0088	9.2904	10.5499
Si	6.3142	4.255	13.4959
Si	6.0408	5.08	20.9803
Si	7.9076	6.7779	13.0661
Si	9.7804	6.9814	10.5132
Si	5.7374	9.7898	20.8862
Si	2.1599	2.8954	11.9599
Si	4.0422	9.1962	14.8894
Si	5.8645	7.3137	16.6673
Si	8.7996	1.3738	10.4044
Si	9.8573	3.9006	16.3628
O	5.525	3.7481	17.3632
O	3.5326	2.1533	11.4958
O	1.3111	3.5247	20.4034
O	1.6438	1.2996	15.6385
O	7.6112	5.2058	13.2758
O	2.7292	8.2817	15.2862
O	8.5816	6.9984	11.6085
O	9.4153	6.8844	16.8469
O	10.6034	0.3488	14.0628
O	8.1899	2.8834	10.4545
O	11.1494	4.2953	17.3502
O	4.8698	10.9783	10.4811
O	10.6109	-0.0383	16.6416
O	0.4393	7.1187	14.8103
O	2.7543	5.0983	18.4237
O	4.5045	7.1431	11.4454
O	5.6105	2.4048	9.7901
O	4.5815	6.9366	17.5973
O	8.2949	3.9528	16.969
O	3.8509	2.8191	19.4748
O	8.4133	7.2233	19.4589
O	10.1567	2.4205	15.7582
O	6.0261	1.5584	18.5685
O	8.3814	0.4993	17.9189
O	6.7879	3.7492	20.4128
O	6.4929	5.8724	16.1291
O	9.8252	1.1657	11.6467
O	6.6629	3.4709	14.9121
O	7.5822	0.3221	10.6315
O	10.6718	8.3121	10.7478
O	2.4178	5.8232	10.4631
O	2.0417	1.0284	20.2595
O	1.3894	6.7709	17.1281
O	1.2401	1.8353	12.7529
O	9.8932	4.9845	15.1395
O	6.3104	8.2707	21.0316
O	9.5312	9.0934	18.1413
O	8.8605	7.3294	14.2628
O	7.094	8.0881	17.4076
O	10.6745	11.1215	19.3254
O	7.3306	5.9852	21.4173
O	3.8323	-0.1167	15.1752
O	6.3067	9.0907	11.3413
O	0.3782	5.7678	19.4884
O	4.3652	9.0865	13.2859
O	2.6752	5.5109	15.1728
O	6.1774	3.5394	12.0291
O	9.5823	3.9086	20.3338
O	6.4589	7.4775	13.2492
O	2.399	8.4733	10.702
O	4.8443	4.9255	13.8015
O	8.1999	1.6355	20.2172
O	1.5225	9.4277	20.3549
O	0.8963	10.377	11.7638
O	2.4544	4.1461	12.9521
O	3.0398	7.3673	19.693
O	4.1899	9.672	20.3763
O	10.7064	5.6501	10.6878
O	5.0719	5.6244	19.7915
O	3.6227	2.7951	14.8605
O	5.3019	8.4672	15.6492
O	6.7801	10.3875	19.7927
O	1.3002	3.4594	10.7092
O	3.8288	1.624	17.1517

Results
free energy: -129410.350 eV
free energy less fixed offsets of O -568.88, Si -635.61 eV per atom: 0.570 eV

Forces (eV/angstrom), in the order of the atoms: element, x, y, z
Si	0.5306	-0.4763	-0.5193
Si	0.5073	-0.5378	-0.286
Si	-0.4751	0.6657	-0.4445
Si	-0.4273	0.5612	0.0094
Si	0.5365	-0.5443	-0.4205
Si	0.42	-0.4618	-0.1753
Si	-0.3775	0.5055	-0.2549
Si	-0.4783	0.6051	-0.2589
Si	0.003	0.0522	0.0768
Si	0.0444	0.0221	0.1212
Si	0.0421	0.0156	0.1328
Si	-0.0766	-0.1276	0.05
Si	0.0155	0.0202	0.0882
Si	-0.011	0.0123	-0.0359
Si	-0.0674	-0.0522	0.0352
Si	-0.0697	-0.0369	0.1652
Si	0.0994	0.0366	0.1246
Si	0.081	-0.0068	0.067
Si	-0.012	-0.0476	0.1209
Si	-0.0456	-0.0251	0.0832
Si	0.0135	0.0176	0.1109
Si	0.0229	0.0387	0.1435
Si	-0.058	-0.0764	0.0806
Si	-0.0017	-0.0852	0.1408
Si	0.0185	-0.2093	-0.361
Si	0.2341	-0.1924	-0.535
Si	0.0866	-0.1424	0.6759
Si	0.183	0.0243	0.3609
Si	0.21	-0.1328	-0.5334
Si	0.081	0.0572	-0.5241
Si	0.1081	-0.0673	0.2656
Si	0.2555	-0.2097	0.2861
Si	-0.0492	0.011	-0.001
Si	-0.0473	-0.009	-0.0461
Si	-0.0411	0.1407	0.0079
Si	-0.0179	0.0954	-0.0283
Si	-0.0151	-0.0661	-0.0362
Si	-0.0402	0.0093	0.0001
Si	-0.0161	0.0867	-0.0293
Si	-0.0525	0.0899	0.001
Si	0.0663	-0.0435	-0.0184
Si	-0.0019	-0.0514	-0.0431
Si	0.037	-0.0913	0.0033
Si	0.0229	0.0298	-0.0296
Si	0.0066	-0.0379	-0.049
Si	0.067	-0.0326	-0.0031
Si	0.0451	-0.036	-0.0305
Si	0.0369	-0.0617	0.0025
Si	-0.0334	-0.0121	0.0056
Si	-0.0722	0.0829	-0.001
Si	-0.0478	0.0618	0.0137
Si	0.0317	0.0564	0.0208
Si	-0.0784	0.0838	-0.0003
Si	-0.0201	-0.0668	0.0161
Si	0.0273	0.0283	0.0161
Si	-0.074	0.0734	0.0212
Si	-0.0136	-0.0373	-0.0346
Si	0.0409	-0.1532	0.0308
Si	0.099	-0.037	0.0478
Si	0.0005	0.0197	-0.0438
Si	0.0408	-0.1164	0.0452
Si	-0.0031	-0.0006	-0.045
Si	0.0246	0.011	-0.0351
Si	0.0988	-0.0594	0.0432
Si	-0.171	-0.0497	-0.5904
Si	-0.1999	0.3295	0.7029
Si	0.1011	0.0855	-0.245
Si	-0.3955	0.2279	0.6317
Si	-0.3197	0.1367	0.7059
Si	0.0805	-0.0783	-0.5547
Si	-0.224	0.2866	0.4437
Si	-0.0325	-0.095	-0.3525
Si	-0.1123	-0.0109	0.01
Si	0.0247	-0.0094	-0.0322
Si	-0.0248	0.0733	-0.002
Si	0.0548	0.0245	-0.0345
Si	0.0096	-0.0084	-0.0411
Si	-0.0764	0.0335	-0.014
Si	-0.0254	0.0045	-0.0236
Si	0.0218	0.0769	-0.017
Si	0.0358	0.0151	-0.0342
Si	0.0227	-0.0045	0.0511
Si	-0.0106	-0.0613	-0.0341
Si	-0.1139	-0.053	0.0459
Si	0.0168	-0.0317	0.02
Si	0.0694	0.0549	-0.0496
Si	-0.075	0.0307	0.0797
Si	0.0605	-0.0746	-0.049
Si	0.3132	-0.4418	0.0907
Si	-0.4816	0.3951	0.2763
Si	-0.3056	0.5061	-0.0645
Si	0.4974	-0.3039	0.4317
Si	-0.484	0.5858	0.1119
Si	0.4467	-0.5173	0.2163
Si	0.5264	-0.3714	0.3204
Si	-0.5219	0.4361	0.1054
O	-0.096	0.1265	-0.1645
O	-0.2151	0.1248	-0.314
O	0.2835	-0.1313	-0.4509
O	-0.1894	0.2404	-0.5444
O	0.1953	-0.2265	-0.3084
O	-0.122	0.2132	-0.4119
O	0.2851	-0.2185	-0.3649
O	0.0923	-0.1676	-0.1289
O	0.1213	-0.2002	0.2121
O	-0.2455	0.3304	0.5044
O	-0.2364	0.2624	0.3722
O	0.1484	-0.1271	0.0164
O	-0.1657	0.16	0.0603
O	-0.3165	0.2057	0.5088
O	0.2565	-0.2267	0.4041
O	0.1566	-0.2258	0.3188
Si	0.0439	-0.0105	-0.0935
Si	-0.0383	-0.0018	-0.0761
Si	-0.0549	-0.3516	0.1227
Si	-0.0763	-0.0026	-0.0409
Si	0.0488	-0.2165	0.3376
Si	-0.0316	-0.0143	-0.0357
Si	-0.051	0.0433	-0.3127
Si	0.0949	-0.0742	0.2461
Si	0.0637	-0.1104	-0.2633
Si	-0.0514	-0.0159	-0.306
Si	0.0585	0.1351	-0.2035
Si	0.0295	0.0545	-0.2842
Si	0.0639	0.1317	0.08
Si	0.027	-0.2379	-0.2595
Si	-0.0701	-0.0556	-0.1318
Si	-0.1715	0.028	-0.1503
Si	-0.0226	0.0411	0.0346
Si	0.0463	-0.1077	0.3107
Si	0.0218	0.0173	0.1052
Si	-0.0304	0.0696	-0.2352
Si	0.043	0.1666	-0.2696
Si	-0.0559	0.0058	0.2537
Si	0.0383	-0.1196	0.0681
Si	-0.1121	-0.041	-0.1763
Si	0.1118	-0.0478	-0.0938
Si	-0.1256	0.0494	0.2534
Si	0.0017	0.2732	0.1662
Si	-0.051	0.1131	-0.3212
Si	-0.0966	0.081	0.117
Si	-0.0198	0.1135	0.1593
Si	0.0215	0.0499	-0.3749
Si	-0.1613	-0.0016	0.2229
Si	0.0521	0.0061	-0.0913
Si	-0.0248	-0.007	-0.0022
Si	0.0776	-0.0676	0.3349
Si	0.1324	0.0947	-0.1231
O	0.0382	-0.0076	0.0572
O	0.16	-0.1381	-0.1772
O	0.0775	0.0094	0.0867
O	0.0814	0.0245	0.038
O	-0.0443	-0.1037	-0.0555
O	-0.0351	0.0497	-0.0446
O	0.0957	-0.0566	-0.1569
O	0.0049	0.0174	0.1156
O	0.0113	-0.0061	0.0275
O	-0.0346	0.154	-0.0429
O	-0.047	0.0141	0.0748
O	-0.085	0.0549	-0.0568
O	0.0695	-0.0268	0.0498
O	-0.0273	0.0197	-0.0434
O	-0.0083	0.0264	0.0251
O	-0.122	-0.062	-0.1727
O	0.0715	0.092	-0.1232
O	-0.0031	-0.0122	0.0979
O	-0.029	0.0231	0.0694
O	-0.1309	-0.0033	0.1634
O	-0.0764	-0.0246	0.2071
O	-0.048	0.0576	0.0446
O	-0.0111	-0.0135	0.0414
O	-0.0127	-0.0133	0.12
O	-0.1109	0.0795	0.0412
O	0.0164	-0.0297	0.0597
O	-0.1507	0.0746	-0.2192
O	0.012	-0.0637	-0.0868
O	-0.0308	-0.0461	-0.0574
O	-0.0407	0.0044	-0.0689
O	0.0388	-0.0273	-0.082
O	0.0077	-0.0573	0.1029
O	-0.0611	-0.0143	0.087
O	0.0247	0.0069	-0.0653
O	-0.0076	-0.0209	-0.0372
O	0.0474	-0.0917	0.1389
O	0.0041	-0.0907	0.0519
O	0.0719	-0.0214	-0.033
O	0.0375	-0.038	0.0532
O	0.1008	0.0306	0.1948
O	-0.0229	-0.0502	0.1018
O	-0.0073	-0.0236	0.0139
O	0.0469	0.0702	-0.1468
O	-0.0492	-0.0392	0.1134
O	-0.0233	-0.0085	-0.0216
O	0.0098	0.0176	-0.0499
O	0.0798	0.0279	-0.2266
O	-0.0501	0.0088	0.0809
O	0.0457	-0.0165	-0.0585
O	0.0998	0.0454	-0.0396
O	0.0699	-0.0545	0.0095
O	0.0407	0.0556	0.1007
O	-0.0145	-0.0583	0.098
O	0.1069	-0.1862	-0.196
O	0.0042	0.0086	-0.074
O	-0.0347	0.1269	0.1588
O	0.0414	0.0266	0.0774
O	-0.0074	-0.0894	-0.0778
O	0.167	-0.1051	0.2063
O	-0.0022	-0.0337	0.0107
O	0.0076	0.0269	0.0534
O	-0.1165	-0.1531	0.1657
O	-0.0571	0.1067	-0.172
O	0.0045	0.0361	0.0701

The program warned: the cutoff lies below the one the program advises for these potential files; the exchange-correlation potential is rough where the density is thin.
